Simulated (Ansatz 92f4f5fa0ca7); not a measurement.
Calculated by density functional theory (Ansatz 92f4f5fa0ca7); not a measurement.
Periodic cell of 260 atoms, Si144O116, from a study of silicon, its oxide and their interface. The atomic structure is a simulated model.
This geometry differs little from another in the collection (a relaxation step or a small displacement).

Settings: functional r2SCAN; potential files Ansatz PAW; basis plane waves; wave-function cutoff 800 eV; density cutoff ratio 5; exchange-correlation grid ratio 1; k mesh 1 x 1 x 1, shifted by 0.5 0.5 0 of a step; self-consistency stop 1e-10 eV per atom in the density residual; occupations fixed; spin none; net charge 0.

Cell vectors (angstrom)
a  10.88  0  0
b  0  10.88  0
c  4.8061  -2.0015  37.6799

Atoms: element, x, y, z (angstrom)
Si  13.1539  14.2054  21.9664
Si  14.1329  12.4884  -2.4317
Si  11.0302  4.534  -1.9374
Si  6.9561  12.6295  20.3146
Si  16.2418  10.3266  -2.6109
Si  10.9987  9.0427  -1.8566
Si  5.5859  14.6661  -2.1186
Si  7.6645  12.4879  -2.0376
Si  11.3832  9.9947  0.229
Si  12.9959  11.7533  0.2612
Si  10.4132  3.5267  0.1156
Si  14.0842  7.3175  0.215
Si  4.9539  8.942  0.0702
Si  8.6147  12.7574  0.1049
Si  16.8272  15.4745  0.0799
Si  7.7129  6.2327  0.2496
Si  9.5534  10.9583  1.3455
Si  12.104  13.5124  1.4915
Si  9.48  5.2717  1.4476
Si  12.3202  8.2339  1.4701
Si  14.918  10.8003  1.2741
Si  17.7516  13.7096  1.3803
Si  15.034  16.3776  1.3421
Si  6.7353  8.0616  1.3579
Si  8.1499  9.5121  2.5949
Si  10.8068  12.2141  2.9141
Si  8.144  4.0524  2.9162
Si  10.8827  6.7652  2.6443
Si  13.6426  9.5556  2.8606
Si  16.319  12.2387  2.5754
Si  13.5953  14.9592  2.6143
Si  16.3138  6.7837  2.8462
Si  9.5143  8.1489  3.9906
Si  12.245  10.8804  4.1878
Si  9.4794  2.6999  4.2368
Si  12.2528  5.4274  4.0239
Si  14.9779  8.1653  4.1699
Si  6.8  10.883  3.984
Si  14.9539  13.5927  3.9841
Si  17.6702  5.4464  4.1989
Si  10.8606  9.4573  5.4303
Si  13.6344  12.2788  5.4477
Si  10.8971  4.1003  5.4501
Si  13.5814  6.7771  5.4326
Si  5.492  9.5451  5.4288
Si  8.1083  12.1871  5.4774
Si  16.2624  4.047  5.4419
Si  8.188  6.8406  5.4501
Si  9.5092  10.8214  6.7891
Si  12.2349  13.6067  6.7972
Si  9.5468  5.4778  6.802
Si  12.2284  8.116  6.7955
Si  15.0033  10.8869  6.779
Si  6.7359  13.5678  6.7983
Si  14.9312  5.4405  6.8069
Si  6.8338  8.1948  6.8108
Si  8.1684  9.5292  8.2086
Si  10.9033  12.1628  8.1216
Si  8.1246  4.0943  8.0693
Si  10.8877  6.8143  8.2107
Si  13.6256  9.5001  8.0859
Si  16.3319  12.1944  8.2055
Si  13.5368  14.9955  8.1502
Si  16.3217  6.8345  8.1354
Si  9.5744  8.2313  9.5534
Si  12.3163  10.8118  9.5004
Si  9.454  13.54  9.3447
Si  12.2077  5.4409  9.5866
Si  14.9789  8.2137  9.5056
Si  6.8458  10.8608  9.6235
Si  14.8818  13.58  9.4021
Si  6.826  5.4897  9.4695
Si  10.9667  9.5364  10.9778
Si  13.588  12.2579  10.8544
Si  10.7463  14.8229  10.7437
Si  13.6411  6.8539  10.8689
Si  5.4072  9.5441  10.9728
Si  8.2574  12.28  10.9337
Si  16.2763  14.9218  10.6483
Si  8.2134  6.8626  10.8436
Si  10.0603  11.3552  12.2575
Si  11.3191  5.9639  13.1919
Si  9.3546  5.2536  12.113
Si  12.1893  8.0082  12.3598
Si  4.3528  11.2961  12.2667
Si  14.7544  8.2942  19.5483
Si  14.9142  5.2923  12.0551
Si  6.7708  8.1024  12.2406
Si  11.869  13.2704  12.1122
Si  7.5397  12.038  16.4713
Si  6.6811  7.7974  -11.2317
Si  10.9653  5.6565  15.4407
Si  7.8135  5.7951  17.9734
Si  6.6  13.5199  12.0698
Si  5.764  6.7232  18.0594
Si  8.388  9.8596  14.4307
Si  15.8809  12.3195  18.1486
Si  14.684  4.2126  18.0683
Si  7.4613  4.4348  13.3938
Si  11.6702  13.3262  -9.9251
Si  9.6866  8.0056  16.6116
Si  15.2642  7.1599  -6.7288
Si  10.9427  9.7491  18.8306
Si  13.5517  10.218  17.5344
Si  13.5615  11.7829  -11.9515
Si  8.9026  11.7549  19.3181
Si  13.0595  15.1306  13.1912
Si  14.795  9.6529  22.2606
Si  13.175  6.9002  -1.8665
Si  15.8507  12.592  22.675
Si  8.8208  5.8198  -10.7875
Si  5.4733  12.6903  -12.7806
Si  9.0877  5.1756  -7.8885
Si  8.8284  6.6619  -1.7158
Si  8.232  4.0311  15.5553
Si  8.2095  4.6024  19.9677
Si  10.7146  13.4214  23.5372
Si  13.1706  5.6342  20.2156
Si  8.1254  8.0249  -4.0434
Si  11.0296  7.4793  20.8061
Si  9.7328  7.6738  -6.3598
Si  12.593  14.1653  -4.312
Si  5.8338  6.1984  13.3364
Si  11.2903  4.8122  -12.0475
Si  12.015  8.8812  23.3394
Si  13.606  4.741  15.4307
Si  10.5374  13.6903  20.6746
Si  9.3138  10.6847  -3.7493
Si  11.7313  14.6196  -7.1571
Si  8.7546  12.1163  -9.3304
Si  13.526  8.8371  -11.8846
Si  8.3642  6.7966  21.8429
Si  6.2103  8.2249  23.5937
Si  14.8451  5.5406  -4.0416
Si  13.9525  9.6053  14.4968
Si  8.5911  10.4577  -6.6445
Si  12.3903  6.6338  -7.4624
Si  7.0853  14.7541  -9.4594
Si  4.7408  7.1043  15.1747
Si  12.95  6.5848  -10.2896
Si  6.0795  9.2516  -5.5194
Si  7.1858  10.6563  -11.4065
Si  15.8402  5.8062  -9.3995
Si  15.7415  7.2978  -13.4106
O  13.0503  12.4189  -1.2477
O  9.7755  7.989  -1.5936
O  16.2334  9.118  -1.533
O  6.4917  11.3699  -2.1178
O  6.9821  13.9005  -2.4999
O  11.411  14.539  -3.2593
O  10.6553  10.1272  -3.0343
O  9.5494  10.7623  13.7203
O  14.2585  6.2439  15.4179
O  12.8092  8.9077  13.5929
O  7.414  4.7312  16.7696
O  14.5328  10.8864  13.6922
O  5.5027  12.4141  12.6689
O  8.3706  11.6007  17.7892
O  16.2659  7.8721  19.1455
O  14.0276  8.8147  18.1966
O  7.5669  13.2187  -9.4472
O  7.5216  10.8278  15.3983
O  9.562  7.7566  -4.7494
O  11.6275  7.7378  22.2862
O  12.2449  13.816  -8.4793
O  12.345  9.0165  -12.9947
O  14.4676  14.7485  16.4936
O  14.802  11.0407  -2.5439
O  7.6488  4.4893  -8.07
O  15.2867  13.7298  18.6551
O  7.5468  5.6364  21.0646
O  16.0357  6.3457  -7.8905
O  8.2782  13.3093  15.8011
O  12.2683  5.5587  -1.672
O  12.1682  4.857  16.1643
O  7.7586  6.9778  -2.8992
O  7.4888  9.1747  13.2809
O  15.4971  11.0263  22.6862
O  11.288  7.4901  -6.6786
O  14.3112  5.8222  -9.8813
O  8.7645  11.5047  -7.8414
O  15.1875  8.5882  14.6846
O  12.4064  5.9092  -11.6532
O  14.0363  6.9917  20.1664
O  11.5561  8.6179  19.7955
O  9.6659  4.184  20.597
O  12.1754  10.6589  18.2874
O  7.009  10.3542  -6.2653
O  10.9296  7.1066  16.1507
O  8.9257  6.3727  -6.8449
O  12.2807  8.1743  -2.3518
O  13.3717  12.8452  -3.8038
O  9.3317  6.1018  22.931
O  8.9678  8.6346  15.3134
O  15.3277  6.2749  -5.3863
O  9.5191  5.7744  -9.3316
O  5.9367  14.2124  -13.0736
O  7.2437  14.1722  19.8159
O  9.7045  5.4122  -2.277
O  11.9819  6.4755  -9.0128
O  5.4829  9.8481  -4.1469
O  6.2163  11.9587  -11.5319
O  16.1074  4.8182  -3.322
O  12.1563  13.7859  20.7291
O  14.5327  13.3716  22.1174
O  13.0116  8.1897  -10.512
O  6.9874  7.954  -5.1719
O  11.9714  13.8187  -5.7727
O  5.54  7.3246  16.5604
O  11.3877  14.5474  -10.9257
O  13.3872  4.6841  18.9198
O  11.6115  6.072  20.2736
O  12.2256  14.0142  23.3022
O  7.344  7.8824  22.4737
O  9.7094  14.5759  24.0705
O  15.2409  13.5992  -2.0457
O  9.852  5.5313  -11.978
O  10.2241  9.1981  17.5109
O  16.2639  13.1019  24.1512
O  8.1978  7.2863  -11.043
O  12.6254  11.591  -13.2659
O  9.4574  10.9206  -5.3461
O  15.6366  8.4237  22.9261
O  14.2581  6.6621  -3.0418
O  10.2392  12.6384  -9.6565
O  8.4265  11.0025  -10.4476
O  5.8438  11.8202  19.4358
O  13.7632  7.4146  -7.2463
O  15.8311  8.6612  -6.4987
O  14.6806  11.3306  17.7833
O  13.5582  4.8514  21.5954
O  15.692  5.4364  18.2622
O  5.5099  4.2664  -9.5038
O  6.3217  12.7781  21.7982
O  6.2927  7.7146  -12.8014
O  12.5408  5.1209  -6.926
O  14.6108  7.7487  -12.3629
O  10.6959  9.8132  23.5863
O  13.3395  10.0364  15.9355
O  5.7576  6.8197  -10.3591
O  13.6771  4.4804  -4.3844
O  9.407  7.4989  20.8139
O  14.7926  9.4657  20.6571
O  13.2658  9.7253  22.7721
O  10.1604  4.0808  -7.3764
O  12.7401  12.3599  -10.6787
O  10.1467  12.9406  22.0829
O  8.8286  12.0765  -3.0956
O  6.4854  9.3381  -10.7729
O  9.7037  4.6828  15.7045
O  8.1731  9.5495  -3.4809
O  10.0645  12.9018  19.3584
O  9.151  8.9987  -7.0842
O  8.7666  7.0142  17.4782
O  7.7257  4.6222  -10.7573
O  6.0188  12.4231  16.8868
O  14.152  10.3051  -11.5918
O  7.6743  10.2856  -12.9076
O  9.7696  10.4427  19.7058
O  14.7836  12.7361  -12.4057

Results
free energy: -158271.489 eV
free energy less fixed offsets of O -570.45, Si -639.56 eV per atom: -2.649 eV

Forces (eV/angstrom), in the order of the atoms: element, x, y, z
Si  0.0028  -0.0193  0.0607
Si  0.0012  0.0006  -0.0755
Si  0.0129  -0.0007  -0.0799
Si  -0.0071  0.0135  0.0557
Si  0.0059  -0.0035  -0.0942
Si  -0.0146  -0.002  -0.074
Si  -0.0153  0.0012  -0.073
Si  0.0012  -0.0197  -0.0666
Si  -0.0068  -0.0029  0.001
Si  0.0057  0.0079  -0.029
Si  0.006  0.0029  0.0013
Si  -0.0067  -0.0064  0.0059
Si  0.0111  0.0097  -0.0381
Si  -0.002  -0.0007  -0.0004
Si  -0.0021  -0.0031  -0.0028
Si  -0.0006  0.0059  -0.0026
Si  0.0055  0.0049  0.0079
Si  -0.0069  0.003  0.0031
Si  -0.0044  -0.0064  0.0103
Si  -0.0002  0.0011  0.0013
Si  -0.0027  -0.0035  0.0001
Si  0.0019  0.0031  0.0053
Si  0.0041  0.0011  0.0077
Si  0.0013  -0.0056  0.0026
Si  0.001  0.0013  -0.0065
Si  0.0008  -0.0038  -0.0036
Si  0.0017  0.0015  -0.0058
Si  0.0008  -0.0016  0.0086
Si  0.0008  0.0013  -0.0042
Si  0.0009  0.0009  -0.0012
Si  -0.0006  0.0015  -0.0044
Si  -0.0026  -0.0028  -0.0038
Si  0.0014  -0.001  -0.0023
Si  -0.0013  -0.0006  0.0001
Si  0  -0.0016  0.0018
Si  0.0006  0.0034  -0.0034
Si  -0.0008  -0.0032  0.0026
Si  -0.0005  0.0011  0.0006
Si  0.0024  -0.0007  -0.0005
Si  -0.0018  0.0004  0.0017
Si  0.0004  -0.0004  0.0007
Si  -0.0002  0.0029  0.0011
Si  0.0004  0.0012  0.0011
Si  -0.001  -0.0013  0.0003
Si  -0.0004  -0.0006  -0.0003
Si  -0.0033  -0.0015  0.0028
Si  -0.0016  -0.0023  0.0005
Si  0.0039  0.0016  0.0017
Si  -0.0021  -0.0005  0.0004
Si  0.0032  -0.0002  -0.001
Si  0.0033  0.0039  0.0005
Si  -0.0021  -0.0023  0.001
Si  0.003  0.0029  -0.0004
Si  -0.001  -0.0048  -0.0009
Si  -0.0021  0.0002  -0.0012
Si  0.0007  0.004  0.0005
Si  -0.003  0.0044  0.0016
Si  0.0029  -0.0024  -0.0021
Si  -0.0005  0.0006  0.0016
Si  0.0001  -0.0009  -0.0016
Si  0.0014  0.0049  -0.0002
Si  -0.0005  -0.0049  0.0006
Si  -0.004  0.0023  0.003
Si  -0.0003  -0.0028  0.001
Si  0.0069  -0.0032  0.0033
Si  -0.0072  0.0015  0.0007
Si  -0.0035  0.0026  0.0056
Si  -0.0001  -0.0047  0.0012
Si  0.0024  0.0025  0.0011
Si  -0.0022  0.0014  0.0013
Si  -0.0039  -0.0033  -0.0043
Si  0.0013  0.0007  0.0025
Si  -0.0004  -0.0058  0.0001
Si  -0.0036  0.0048  0.0061
Si  0.009  0.004  0.0088
Si  -0.0016  -0.0017  0.0068
Si  -0.0063  -0.0045  -0.0035
Si  0.0046  -0.0072  -0.0024
Si  0.0037  -0.0012  -0.0003
Si  -0.0032  0.0041  0.0074
Si  -0.0042  -0.0018  0.021
Si  0.0005  -0.0122  -0.004
Si  -0.0015  -0.0027  -0.0035
Si  0.0165  0.0258  0.0228
Si  -0.0054  -0.0003  0.0312
Si  -0.0157  0.0143  0.0918
Si  0.0007  0.0072  -0.003
Si  0.0069  -0.0039  0.0122
Si  -0.0059  -0.0087  0.0039
Si  -0.0074  -0.0027  0.0689
Si  0.0003  -0.0004  0.017
Si  0.0074  -0.0053  0.0567
Si  0.006  0.0058  0.0299
Si  -0.0062  -0.0015  0.0029
Si  -0.0421  -0.0015  0.0543
Si  -0.0057  0.0044  0.0433
Si  0.0044  -0.0025  0.0691
Si  -0.0057  0.0005  0.0712
Si  0.0123  -0.0042  0.0046
Si  -0.0036  -0.0068  -0.027
Si  0.0065  0.0158  0.0659
Si  -0.0097  0.0046  -0.0935
Si  0.0101  -0.0073  0.071
Si  0.0051  0.0029  0.0733
Si  0.0088  -0.0014  0.0233
Si  0.0191  0.0146  0.0429
Si  -0.0026  0.0062  -0.0081
Si  -0.0056  0.0032  0.091
Si  0.0023  -0.0104  -0.0767
Si  -0.0148  -0.0008  0.074
Si  -0.0069  0.0002  0.0001
Si  -0.008  -0.0069  0.0373
Si  -0.0091  -0.0096  -0.0495
Si  -0.0076  0.0063  -0.0804
Si  -0.001  -0.01  0.0607
Si  0.0189  -0.0126  0.069
Si  -0.0033  -0.0023  0.0677
Si  -0.0156  -0.0033  0.0708
Si  0.0045  0.0084  -0.0966
Si  0.0036  -0.0097  0.0718
Si  0.0083  -0.019  -0.0962
Si  0.0037  0.004  -0.1025
Si  -0.0143  0.0061  -0.0046
Si  -0.0043  0.0047  0.0408
Si  -0.0036  0.0138  0.0659
Si  -0.0005  0.005  0.0506
Si  0.0144  0.0047  0.0672
Si  -0.015  -0.0124  -0.0842
Si  -0.009  0.0169  -0.0785
Si  0.0017  0.0092  -0.0386
Si  0.0073  0.0007  0.0197
Si  0.0055  0.0124  0.0786
Si  0.0007  0.003  0.069
Si  -0.0065  0.0056  -0.1043
Si  -0.0146  0.007  0.045
Si  -0.0048  0.0008  -0.087
Si  0.0007  -0.0046  -0.0505
Si  0.0002  -0.0029  -0.0198
Si  0.0055  0.0097  0.0537
Si  0.0058  0.0004  -0.0122
Si  0.0049  -0.0051  -0.097
Si  -0.0049  -0.0004  0.0178
Si  0.0017  -0.0082  -0.0328
Si  0.0064  -0.0052  0.0595
O  -0.0115  -0.0115  0.0503
O  0.0117  0.0007  0.0275
O  -0.0095  -0.0166  0.0621
O  0.014  0.0145  0.0313
O  0.0025  0.0042  0.0368
O  -0.0246  0.018  0.0741
O  0.0258  -0.0155  0.0621
O  0.0126  0.0114  -0.0285
O  0.0014  -0.0108  -0.0214
O  -0.019  -0.0179  -0.0353
O  0.0058  -0.0105  -0.0414
O  0.005  0.0054  -0.0287
O  0.0037  -0.0039  -0.0126
O  -0.0161  -0.0005  -0.0581
O  0.0274  -0.0211  -0.04
O  -0.0032  0.0111  -0.0438
O  0.0025  -0.0003  0.0096
O  0.0042  -0.0106  -0.033
O  -0.0152  0.0029  0.0614
O  -0.0082  -0.0124  -0.0524
O  0.0035  0.0071  0.0284
O  -0.004  0.0042  -0.0241
O  -0.0129  0.0033  -0.0502
O  -0.0028  0.007  0.024
O  0.0089  0.0042  0.0194
O  -0.0031  0.0089  -0.0272
O  -0.0025  -0.0158  -0.0535
O  -0.0037  0.0146  0.041
O  0.0014  0.024  -0.0225
O  0.0024  0.0077  0.0223
O  -0.0049  0.0238  -0.0464
O  0.0126  -0.0237  0.0663
O  -0.0071  -0.0023  -0.0153
O  0.0014  0.002  -0.024
O  -0.0129  0.002  0.0256
O  0.003  0.0032  0.0077
O  -0.0008  -0.0201  0.0446
O  0.0086  -0.0044  -0.0161
O  -0.0012  -0.0063  -0.002
O  0.0099  0.0087  -0.0233
O  -0.0034  0.0267  -0.0466
O  -0.015  0.0097  -0.0271
O  0.0081  0.002  -0.0285
O  -0.0101  -0.013  0.0407
O  -0.0011  -0.0258  -0.0371
O  0.0031  0.0237  0.0356
O  0.0028  0.0022  0.0418
O  0.0155  -0.0132  0.0534
O  -0.014  0.0169  -0.0478
O  -0.0097  0.006  -0.0278
O  -0.0037  -0.0288  0.0735
O  0  0.0004  0.0204
O  0.0016  0.0111  -0.0248
O  -0.0009  0.0051  -0.0245
O  -0.0002  -0.0018  0.0335
O  -0.0023  0.0014  0.0269
O  -0.0112  0.0192  0.0774
O  0  0.0009  -0.0137
O  0.0214  -0.022  0.0604
O  -0.0076  -0.0023  -0.0284
O  -0.0076  0.0103  -0.0224
O  -0.0025  -0.0039  -0.0021
O  0.0106  -0.0024  0.039
O  0.0136  -0.0072  0.0714
O  -0.0078  -0.0021  -0.0454
O  0.0047  0.0037  -0.0111
O  0.0146  -0.0073  -0.0382
O  0.0093  -0.0036  -0.0276
O  0.0102  0.0001  -0.0375
O  0.016  -0.0122  -0.039
O  0.0017  -0.0104  -0.026
O  0.0155  0.0096  0.0208
O  0.0064  -0.0035  -0.0086
O  -0.0163  -0.0201  -0.0402
O  -0.0013  -0.0077  -0.0403
O  0.0015  -0.0009  -0.0027
O  -0.0093  -0.0075  -0.0266
O  0.0103  0.0031  0.0814
O  -0.0103  0.008  -0.0296
O  -0.0235  0.0189  0.0705
O  -0.0013  -0.0024  0.0104
O  -0.0015  0.0022  0.006
O  -0.0138  -0.0067  -0.039
O  0.0119  -0.0002  0.0232
O  0.0142  0.0096  0.0318
O  -0.0093  -0.0067  -0.0211
O  0  0.0152  -0.0354
O  0.0223  0.0201  -0.0248
O  -0.0018  0.0033  0.0056
O  0.0236  -0.0011  -0.0474
O  -0.0077  -0.0035  -0.022
O  0.0043  -0.0117  0.0202
O  0.0072  -0.0034  -0.0208
O  0.0085  -0.0089  -0.0259
O  0.0052  -0.0111  -0.0498
O  -0.0027  -0.0006  -0.0008
O  0.0053  0.0018  0.0386
O  0.0087  0.0065  -0.0327
O  0.0013  -0.0169  -0.0546
O  0.018  0.0005  -0.0293
O  0.0156  -0.0022  0.0249
O  -0.0027  0  -0.0027
O  -0.0073  0.0049  -0.0547
O  -0.0196  0.0237  0.0526
O  0.0014  -0.0002  -0.0065
O  0.0063  0.0132  -0.0237
O  0.0045  0.0107  0.0342
O  -0.0112  -0.0138  -0.0276
O  -0.0005  0.0009  0.0271
O  0.0037  0.0053  -0.0219
O  0.0021  0.0002  0.0024
O  0.0179  0.0007  -0.0373
O  -0.0057  -0.0021  -0.0089
O  0.0015  0.0006  -0.0307
O  -0.0028  -0.0034  -0.0187
O  0.0017  0.002  -0.0111

The program warned: the cutoff lies below the one the program advises for these potential files; the forces do not sum to zero within the program's tolerance; empty levels may hold ghost states of the PAW files; the exchange-correlation potential is rough where the density is thin.
